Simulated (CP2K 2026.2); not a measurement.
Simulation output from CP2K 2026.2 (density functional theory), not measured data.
Periodic cell of 504 atoms, Si360O144, from a study of silicon, its oxide and their interface. The atomic structure is a simulated model.
Doubt: the forces sum to 1.27 eV/angstrom along one axis rather than to zero, so they err by at least 0.0025 eV/angstrom per atom on average; the grid cutoff is modest.

Settings: functional PBE; method Gaussian and plane waves; basis set DZVP-MOLOPT-SR-GTH; pseudopotentials GTH-PBE; grid cutoff 300 Ry, relative cutoff 40 Ry; k points Gamma only; occupations fixed; spin none; net charge 0.

Cell vectors (angstrom)
a 16.32 0 0
b 0 16.32 0
c 2.6091 5.4078 33.473

Atoms and the computed forces on them: element, x, y, z (angstrom), force x, y, z (eV/angstrom)
Si 1.691 -1.622 0.108 -0.246 0.061 0.782
Si 3.698 1.582 -0.037 0.214 -0.036 0.713
Si 1.5 3.829 -0.051 -0.046 0.197 0.72
Si 4.282 6.577 -0.146 -0.161 0.236 0.755
Si 1.132 -6.661 0.162 0.219 -0.052 0.748
Si 3.941 -3.782 0.207 -0.001 -0.214 0.7
Si 6.967 -1.695 0.186 0 0.206 0.661
Si 9.828 1.143 0.212 -0.153 -0.063 0.746
Si 6.52 4.376 -0.038 0.053 -0.21 0.78
Si 9.247 7.011 0.095 0.134 -0.082 0.727
Si 7.128 9.311 0.149 -0.223 0.054 0.74
Si -7.099 -3.807 0.262 0.09 0.004 0.727
Si -4.277 -1.022 -0.083 0.185 -0.246 0.767
Si -1.371 1.533 0.127 0.099 -0.278 0.677
Si -3.737 3.64 -0.016 -0.223 0.352 0.729
Si -1.597 7.196 0.186 -0.09 -0.21 0.699
Si -3.977 -7.117 -0.009 -0.058 0.258 0.661
Si -1.086 -4.459 -0.156 -0.317 0.315 0.786
Si 2.718 0.016 1.424 -0.002 -0.009 -0.043
Si 5.354 2.745 1.223 0.01 -0.002 -0.048
Si 2.694 5.447 1.207 0.007 -0.008 -0.048
Si 5.434 8.128 1.275 -0.007 -0.02 -0.046
Si 2.74 -5.445 1.362 -0.006 0.006 -0.048
Si 5.454 -2.724 1.611 -0.011 -0.013 -0.033
Si 8.161 -0.035 1.363 -0.008 0.028 -0.035
Si -5.32 2.693 1.45 0.011 0.004 -0.043
Si 8.093 5.434 1.361 -0.02 -0.013 -0.063
Si -5.457 8.092 1.408 -0.022 -0.004 -0.04
Si 8.161 10.881 1.541 -0.004 0.004 -0.033
Si -5.42 -2.596 1.328 0.012 0.011 -0.066
Si -2.654 -0.033 1.322 -0.016 0.01 -0.062
Si 0.068 2.748 1.459 0.011 0.007 -0.038
Si -2.729 5.412 1.261 -0.007 -0.002 -0.05
Si -0.074 8.259 1.566 -0.011 0.005 -0.015
Si -2.768 -5.453 1.211 -0.006 -0.01 -0.075
Si -0.006 -2.812 1.224 0.013 -0.01 -0.078
Si 1.353 1.329 2.796 0.001 0.001 0.02
Si 4.035 4.097 2.656 -0.01 0.021 0.019
Si 1.365 6.783 2.675 0.021 -0.016 0.004
Si 4.1 9.491 2.677 0.021 -0.005 0.009
Si 1.345 -4.092 2.706 -0.018 0.019 0.033
Si 4.104 -1.272 2.827 -0.013 -0.001 0.024
Si 6.763 1.394 2.617 -0.023 0.006 0.009
Si 9.532 4.083 2.674 -0.011 -0.005 -0.002
Si 6.762 6.801 2.733 -0.003 0.008 0.031
Si 9.582 9.518 2.79 0.001 -0.008 0.031
Si 6.773 12.176 2.898 0.012 0.006 0.022
Si -6.783 -1.323 2.775 0.021 -0.011 0.026
Si -3.968 1.329 2.779 0 -0.034 0.028
Si -1.338 4.143 2.712 0.006 0.007 0.02
Si -4.091 6.713 2.714 0.012 0 0.006
Si -1.459 -6.689 2.801 -0.023 0.04 0.021
Si -4.07 -4.052 2.613 -0.024 -0.016 0.013
Si -1.333 -1.443 2.639 0.028 0.014 0.014
Si -0.028 -0.057 4.071 -0.016 0.006 -0.009
Si 2.726 2.733 4.084 0.026 0.008 -0.022
Si 0.022 5.463 4.084 -0.008 -0.016 0.011
Si 2.725 8.145 4.039 0.001 0.004 -0.004
Si -0.02 -5.391 4.122 -0.009 0 -0.011
Si 2.696 -2.704 4.078 -0.004 -0.003 -0.029
Si 5.481 0.079 4.114 0.014 0.01 0.013
Si 8.15 2.719 4.013 -0.01 -0.002 -0.002
Si 5.402 5.429 4.066 -0.002 -0.008 -0.018
Si 8.158 8.152 4.088 -0.022 0 -0.027
Si 5.394 10.808 4.154 -0.005 -0.005 0.016
Si 8.191 -2.721 4.129 0.004 0.006 -0.027
Si -5.41 0.02 4.118 0.006 0.002 -0.013
Si -2.655 2.74 4.095 -0.012 0.007 -0.007
Si -5.46 5.413 4.091 0.021 0.001 0.01
Si -2.762 8.147 4.075 0.01 -0.009 -0.009
Si -5.384 -5.404 4.073 0.021 -0.003 0.004
Si -2.709 -2.743 4.036 -0.015 -0.004 -0.014
Si 1.343 -1.367 16.305 -0.003 0.001 -0.005
Si 4.117 1.374 16.316 -0.002 0.017 -0.006
Si 1.397 4.093 16.255 0.011 0.006 -0.018
Si 4.08 6.788 16.308 0.009 -0.004 -0.012
Si 1.361 -6.778 16.322 0.003 0 -0.006
Si 4.072 -4.053 16.344 0.01 0.005 -0.014
Si 6.785 -1.352 16.406 -0.012 0.011 0.006
Si -6.852 1.343 16.332 -0.006 -0.004 0.001
Si 6.771 4.037 16.317 -0.002 -0.007 -0.018
Si -6.792 6.799 16.322 -0.004 0.01 0.007
Si 6.811 9.52 16.31 0.001 0.009 -0.012
Si -6.796 -4.05 16.376 0.022 -0.013 -0.002
Si -4.127 -1.389 16.29 -0.006 -0.025 0.001
Si -1.349 1.343 16.329 0.001 -0.006 0.004
Si -4.093 4.063 16.322 -0.015 -0.007 -0.006
Si -1.352 6.854 16.279 0.008 0.007 0
Si -4.055 9.526 16.301 0.011 -0.004 -0.011
Si -1.357 -4.082 16.278 -0.005 -0.01 -0.006
Si 2.718 0.021 17.605 0.006 0.003 0.001
Si 5.443 2.703 17.764 0.005 0.013 0.007
Si 2.787 5.358 17.668 0.015 -0.014 -0.009
Si 5.424 8.176 17.644 -0.013 -0.042 0.021
Si 2.676 -5.378 17.693 0.008 -0.011 -0.012
Si 5.395 -2.709 17.763 -0.029 -0.019 0.032
Si 8.144 0.017 17.783 0.007 -0.004 0.004
Si -5.464 2.672 17.666 0.014 0.026 0.017
Si 8.15 5.395 17.622 0.029 0.007 -0.001
Si -5.415 8.182 17.662 0.018 0.001 -0.003
Si 8.14 10.891 17.688 -0.024 -0.009 -0.001
Si -5.437 -2.688 17.767 0.001 -0.004 0.026
Si -2.74 -0.077 17.621 0.001 -0.001 -0.02
Si 0.033 2.777 17.609 0.006 -0.026 0.015
Si -2.74 5.509 17.597 -0.007 0 -0.007
Si 0.028 -8.157 17.68 -0.015 0.001 0.023
Si -2.668 -5.454 17.652 0.013 0.011 0.01
Si -0.013 -2.748 17.663 0.013 -0.001 0.008
Si 1.44 1.446 18.941 0.03 0.032 -0.014
Si 4.084 4.028 19.175 -0.019 0.016 -0.018
Si 1.446 6.751 18.943 -0.004 0.018 -0.033
Si 4.105 -6.7 18.978 0.01 0.002 -0.004
Si 1.275 -4.081 19.114 -0.003 -0.016 -0.007
Si 3.903 -1.364 19.061 0.011 -0.002 -0.023
Si 6.745 1.333 19.186 0.003 -0.007 0.004
Si -6.828 4.044 19.008 -0.015 -0.001 -0.025
Si 6.743 6.72 18.939 -0.026 -0.016 -0.043
Si -6.782 9.539 19.005 0.01 0.007 -0.023
Si 6.814 -4.072 19.096 -0.014 -0.012 0
Si 9.54 -1.289 19.178 0.032 0.003 -0.013
Si -4.081 1.268 18.968 -0.028 -0.028 -0.019
Si -1.33 4.201 18.892 0.034 0.025 -0.034
Si -4.075 6.818 19.031 0.007 -0.002 -0.016
Si -1.314 -6.782 19.064 -0.01 0.024 -0.041
Si -3.999 -4.102 19.027 0.018 0.002 -0.031
Si -1.397 -1.423 19.003 -0.058 0.012 -0.01
Si -0.112 0.18 20.087 0.011 0.025 0.02
Si 2.725 2.645 20.566 -0.009 -0.007 0.072
Si 0.064 5.465 20.32 0.003 -0.002 0.036
Si 2.812 8.149 20.228 -0.002 -0.031 0.075
Si 0.047 -5.497 20.559 0.007 -0.025 0.076
Si 2.391 -2.569 20.499 -0.026 0.036 0.014
Si 5.264 -0.066 20.458 0.012 0.021 0.072
Si 8.19 2.702 20.484 0.013 0.002 0.071
Si 5.472 5.415 20.485 0.025 -0.003 0.089
Si 8.133 8.094 20.184 -0.013 0.018 0.043
Si 5.356 -5.341 20.463 -0.011 0.031 0.015
Si 8.154 -2.695 20.494 0.021 0.019 0.019
Si -5.288 -0.007 20.573 0.011 -0.032 0.029
Si -2.753 2.81 20.077 -0.014 0.02 0.011
Si -5.479 5.457 20.339 -0.012 -0.019 0.052
Si -2.695 -8.152 20.384 0.005 -0.013 0.051
Si -5.423 -5.41 20.366 0.014 0.026 0.055
Si -2.576 -2.864 20.48 -0.003 -0.062 0.044
Si 0.965 -0.936 21.753 -0.091 -0.362 -0.55
Si 3.614 0.844 21.918 0.218 0.35 -0.742
Si 1.069 3.858 21.71 0.265 0.144 -0.683
Si 4.418 7.19 21.624 -0.075 -0.316 -0.772
Si 1.338 -7.133 21.679 0.046 0.268 -0.758
Si 3.999 -3.742 21.706 -0.03 -0.167 -0.668
Si 6.385 -1.674 21.719 0.159 0.058 -0.73
Si -6.41 1.699 21.765 -0.127 -0.229 -0.765
Si 7.058 4.274 21.836 -0.211 -0.154 -0.709
Si -7.129 6.553 21.593 0.133 0.033 -0.772
Si 6.686 -7 21.502 -0.035 0.26 -0.677
Si 9.916 -3.732 21.707 -0.15 -0.047 -0.78
Si -4.024 -1.656 21.823 0.09 0.253 -0.65
Si -1.211 1.759 21.387 -0.054 -0.036 -0.734
Si -4.202 3.885 21.49 -0.044 0.278 -0.661
Si -0.987 7.099 21.607 -0.192 -0.099 -0.808
Si -3.936 -6.638 21.688 -0.13 -0.254 -0.756
Si -1.585 -4.522 21.988 0.339 0.364 -0.715
Si -6.799 7.395 -7.003 0.072 -0.028 -0.038
Si 5.559 -4.775 24.79 0.165 -0.072 -0.025
Si -1.674 -4.709 25.08 0.065 -0.109 -0.051
Si -6.512 6.936 26.173 -0.075 -0.024 -0.006
Si 5.052 2.967 -5.837 -0.065 -0.057 -0.068
Si -7.246 1.384 24.791 0.048 0.122 -0.099
Si 5.29 -5.607 -1.834 0.013 0.026 0.091
Si -3.395 4.84 -2.626 -0.011 -0.071 0.104
Si 1.242 -4.226 -5.825 -0.08 -0.083 -0.1
Si -1.538 1.144 26.187 -0.069 -0.047 -0.214
Si -7.047 -4.216 -4.325 -0.094 0.071 0.072
Si -0.376 7.038 -4.581 0.01 0.077 0.12
Si -3.394 -6.132 -5.026 0.243 -0.059 -0.048
Si 5.442 4.054 24.417 0.011 -0.004 -0.088
Si 7.534 2.556 -4.69 -0.097 -0.006 0.034
Si -2.388 3.539 -5.243 0.025 0.004 0.099
Si 7.874 2.34 -1.777 -0.063 0.125 0.114
Si -5.872 6.32 -2.712 0.03 0.006 0.132
Si 0.08 5.074 -6.565 -0.116 -0.158 -0.133
Si 6.353 -4.028 -4.08 0.102 0.024 0.005
Si -2.796 5.617 23.578 -0.044 0.055 -0.145
Si 5.427 -1.278 -4.551 0.101 -0.067 0.021
Si 7.361 -0.958 24.595 0.002 -0.018 -0.049
Si 2.984 -7.755 -2.042 -0.033 -0.108 -0.002
Si 5.263 5.666 -7.019 0.078 0.101 -0.12
Si -4.777 3.482 -7.06 -0.093 0.011 -0.173
Si -0.383 5.498 -1.964 0.045 -0.066 0.107
Si 0.059 -0.145 -2.077 -0.063 0.073 0.096
Si -6.956 -2.608 26.13 -0.106 -0.03 0.012
Si 8.112 -5.3 23.622 -0.064 -0.029 -0.054
Si 1.968 2.784 -6.375 0.083 -0.17 0
Si 1.491 1.976 26.076 0.138 -0.108 0.021
Si -5.371 -5.259 -1.97 -0.025 -0.157 0.109
Si 2.496 4.333 24.451 0.02 -0.057 -0.175
Si -6.19 -2.142 -6.3 0.023 0.036 0.083
Si 7.507 -5.322 -6.378 -0.026 -0.003 0.018
Si -1.683 -0.376 23.424 0.101 -0.142 -0.186
Si -5.188 7.728 23.693 0.041 0.031 -0.15
Si 4.134 6.594 24.561 0.016 0.027 -0.066
Si 2.746 -1.687 -6.021 0.028 -0.055 -0.102
Si 3.05 -5.68 23.873 -0.033 -0.001 -0.105
Si 3.542 0.371 24.809 0.024 0.073 -0.035
Si 0.586 0.363 -5.074 0.037 -0.069 0.119
Si 5.663 0.154 -1.855 -0.08 -0.098 0.06
Si -2.673 -1.371 -2.821 -0.094 0.113 0.147
Si -5.483 -8.056 -4.695 -0.072 0.059 -0.039
Si 4.668 -2.087 25.718 -0.019 0.1 -0.069
Si -2.635 -4.209 -2.871 0.107 -0.145 0.079
Si -4.771 0.393 -7.045 -0.084 0.135 0.029
Si -6.901 4.834 -5.172 0.013 0.065 0.052
Si 7.184 -1.448 -7.189 -0.035 -0.017 0.001
Si -2.363 0.543 -5.102 -0.054 0.018 0.003
Si -3.041 7.425 -5.913 0.037 0.054 -0.156
Si 1.491 -7.061 -4.687 0.07 0.094 0.114
Si 1.346 -1.367 5.456 -0.002 0.004 0.005
Si 4.095 1.403 5.463 0 -0.004 0.012
Si 1.36 4.082 5.443 0 -0.004 0.006
Si 4.068 6.797 5.435 -0.007 -0.001 -0.001
Si 1.356 9.513 5.412 0 -0.008 -0.004
Si 4.045 12.234 5.443 -0.006 0.001 0.008
Si 6.819 -1.335 5.449 0.001 0.01 0.002
Si 9.512 1.382 5.424 -0.003 0.005 0.002
Si 6.797 4.077 5.405 0.006 -0.004 0.004
Si -6.808 6.789 5.444 -0.007 0.014 0.006
Si 6.803 9.486 5.476 0.011 -0.002 0.007
Si 9.556 12.238 5.458 0.002 -0.016 0.012
Si -4.059 -1.379 5.43 0.01 -0.009 0.003
Si -1.34 1.343 5.444 0.003 -0.002 0.011
Si -4.074 4.065 5.434 -0.004 0 0.011
Si -1.355 6.821 5.427 -0.001 0.003 0.01
Si -4.083 -6.8 5.451 0.005 0.013 0.003
Si -1.371 -4.05 5.472 0.008 0.006 0.012
Si 2.723 0.01 6.79 -0.007 0.005 0.001
Si 5.457 2.744 6.816 -0.003 -0.005 0.003
Si 2.715 5.444 6.804 -0.001 -0.003 0.004
Si 5.436 8.134 6.817 0.005 0.004 0.003
Si 2.7 10.871 6.802 -0.01 0.012 -0.011
Si 5.435 -2.716 6.778 0.001 -0.004 -0.001
Si 8.176 0.015 6.807 0.004 -0.007 -0.007
Si -5.444 2.724 6.798 -0.002 0.006 0.008
Si -8.169 5.428 6.792 -0.005 0.003 0.004
Si 10.864 8.165 6.802 -0.007 0.003 0
Si 8.17 10.875 6.799 -0.003 -0.007 0.007
Si 10.906 -2.722 6.814 0 0 -0.003
Si -2.717 -0.004 6.798 -0.003 0.013 -0.002
Si 0.014 2.707 6.802 0.006 -0.011 0.003
Si -2.717 5.445 6.782 -0.005 -0.004 -0.009
Si 0.003 8.167 6.796 0.002 -0.003 0.007
Si -2.716 -5.445 6.811 0.007 -0.009 0.002
Si -0.01 -2.703 6.833 -0.01 0.007 0.005
Si 1.37 1.359 8.168 -0.001 0.012 0.002
Si 4.083 4.094 8.168 0.008 0.013 -0.001
Si 1.357 6.803 8.16 0.002 -0.003 -0.005
Si 4.079 9.52 8.157 0 -0.007 -0.009
Si 1.352 -4.084 8.167 -0.011 -0.009 0.002
Si 4.078 -1.36 8.147 -0.004 0.006 -0.004
Si 6.808 1.366 8.166 0.002 0.004 -0.004
Si -6.8 4.083 8.159 -0.001 -0.002 -0.003
Si 6.801 6.784 8.171 -0.014 -0.002 0.005
Si 9.513 9.517 8.172 -0.006 -0.001 0.004
Si 6.799 -4.076 8.141 0.015 0.001 -0.003
Si 9.533 -1.356 8.158 0.001 0.005 0.003
Si -4.085 1.355 8.153 -0.009 -0.023 -0.004
Si -1.362 4.075 8.145 -0.007 -0.002 -0.009
Si -4.081 6.801 8.148 0.013 0.005 -0.008
Si -1.352 -6.799 8.165 0.006 0.01 0.002
Si -4.073 -4.087 8.177 -0.003 -0.003 -0.006
Si -1.364 -1.343 8.184 0.008 0.006 -0.004
Si 0.004 0.01 9.535 -0.007 0.006 -0.001
Si 2.724 2.725 9.522 0.013 -0.013 -0.009
Si -0.004 5.435 9.511 -0.003 0.003 -0.003
Si 2.722 8.163 9.517 -0.004 0 0.001
Si -0.002 -5.436 9.528 0 -0.003 0.004
Si 2.724 -2.721 9.517 -0.006 -0.005 -0.007
Si 5.439 -0.002 9.51 0.003 -0.002 0.002
Si -8.151 2.721 9.525 0.004 0.003 0.002
Si 5.442 5.44 9.537 -0.001 -0.002 -0.001
Si 8.154 8.158 9.53 0 0.003 -0.002
Si 5.445 -5.437 9.513 -0.002 0.006 -0.001
Si 8.159 -2.72 9.505 -0.005 0 -0.001
Si -5.437 0 9.523 0.008 0.007 0.004
Si -2.723 2.719 9.512 -0.001 0.004 -0.01
Si -5.44 5.445 9.518 -0.006 0.011 -0.006
Si -2.721 8.155 9.512 -0.003 0 -0.009
Si -5.445 -5.443 9.528 -0.004 -0.007 0
Si -2.723 -2.714 9.532 0.007 0 -0.001
Si 1.366 -1.362 10.881 0.001 -0.004 0.004
Si 4.082 1.357 10.873 -0.005 0.015 -0.001
Si 1.357 4.083 10.878 0.001 0 -0.008
Si 4.083 6.81 10.884 0.008 0.004 -0.001
Si 1.367 9.526 10.874 -0.005 0.003 -0.003
Si 4.09 -4.077 10.88 0.005 -0.004 0.001
Si 6.797 -1.365 10.868 0.006 -0.002 -0.003
Si -6.795 1.358 10.883 -0.002 -0.009 -0.001
Si -9.514 4.075 10.883 -0.007 -0.001 -0.002
Si 9.521 6.802 10.885 -0.001 0.001 0
Si 6.798 9.526 10.889 0.003 -0.011 0.001
Si 9.508 -4.079 10.88 0.004 0.006 0
Si -4.089 -1.359 10.89 -0.015 0.004 -0.001
Si -1.365 1.369 10.888 0.001 0.003 0.002
Si -4.083 4.077 10.877 0.002 -0.006 -0.001
Si -1.363 6.792 10.872 0 0.005 -0.005
Si -4.081 9.513 10.875 0.01 -0.001 -0.002
Si -1.36 -4.072 10.882 -0.004 -0.003 0.004
Si 2.729 -0.003 12.238 0.011 0.006 -0.007
Si 5.444 2.712 12.231 0.015 -0.006 0.005
Si 2.719 5.447 12.231 0.002 0.001 0.003
Si 5.441 8.165 12.253 -0.011 -0.002 0.003
Si 2.729 10.881 12.237 -0.006 -0.01 0.005
Si 5.447 -2.717 12.248 0.003 0.011 0.004
Si 8.157 -0.01 12.225 -0.009 0.004 -0.003
Si -5.442 2.72 12.247 -0.003 0.005 0.004
Si -8.158 5.438 12.242 0.003 0.002 -0.005
Si 10.88 8.164 12.246 0.002 0.008 -0.001
Si 8.155 10.889 12.257 0.002 0.005 -0.002
Si 10.861 -2.718 12.244 -0.002 -0.012 0.008
Si -2.732 0.006 12.243 0.001 -0.012 -0.001
Si 0.002 2.724 12.247 -0.003 0 0.002
Si -2.719 5.432 12.237 -0.004 0.003 0.001
Si 0 8.164 12.215 0.003 0.001 -0.001
Si -2.728 -5.434 12.224 0 -0.001 -0.002
Si 0.002 -2.717 12.242 -0.004 0 0.007
Si 1.366 1.351 13.594 0.012 -0.011 0.001
Si 4.088 4.084 13.576 -0.004 0.001 0.005
Si 1.359 6.818 13.579 -0.014 0.017 -0.001
Si 4.08 9.524 13.614 0.013 0 0.002
Si 1.374 -4.074 13.593 0.003 -0.009 0.005
Si 4.094 -1.348 13.61 0 -0.007 0.003
Si 6.799 1.342 13.583 0.006 -0.003 0.001
Si -6.811 4.073 13.607 -0.011 0.003 0.007
Si 6.809 6.799 13.604 0.009 -0.011 -0.004
Si 9.529 9.534 13.612 0.004 -0.005 0.007
Si 6.798 -4.069 13.631 -0.004 -0.008 0.003
Si 9.491 -1.367 13.608 -0.003 0.013 -0.005
Si -4.094 1.357 13.616 0.002 0 0
Si -1.36 4.08 13.611 0.016 -0.004 0.005
Si -4.081 6.792 13.593 0.007 -0.003 0.009
Si -1.354 9.534 13.565 -0.008 0.003 -0.008
Si -4.096 -4.088 13.587 0.002 0.002 0.002
Si -1.375 -1.36 13.593 -0.003 0.008 0.006
Si -0.009 -0.007 14.946 0 -0.003 -0.001
Si 2.749 2.711 14.931 0 0.001 -0.006
Si 0.009 5.467 14.941 -0.005 -0.001 0
Si 2.71 8.16 14.965 -0.012 -0.013 0.001
Si 0.009 -5.441 14.934 -0.002 0.016 0.005
Si 2.728 -2.709 14.956 0.009 0.008 0.002
Si 5.47 -0.003 14.979 0.009 0.019 -0.004
Si 8.136 2.698 14.95 0.001 0.005 -0.009
Si 5.443 5.431 14.953 0.005 0.004 0.003
Si 8.174 8.162 14.957 -0.006 0 -0.005
Si 5.428 10.89 14.982 -0.013 -0.016 0.002
Si 8.146 -2.705 15.014 -0.007 -0.004 0.015
Si -5.479 -0.005 14.961 -0.014 -0.002 0.002
Si -2.718 2.708 14.972 -0.006 0.004 0.003
Si -5.442 5.431 14.958 0.003 0.004 0.004
Si -2.715 8.184 14.914 0.007 0.004 -0.001
Si -5.445 -5.416 14.988 0.003 0.005 -0.001
Si -2.742 -2.731 14.939 -0.005 0.003 -0.011
O -0.246 -1.069 22.927 -0.025 -0.412 0.309
O -7.177 6.155 -6.042 -0.398 0.194 0.056
O 8.155 5.437 22.206 0.192 -0.13 0.559
O -7.092 2.06 -0.98 0.291 0.357 -0.292
O -6.397 -7.703 -5.987 -0.109 0.597 -0.044
O 3.687 6.933 23.051 -0.351 -0.187 0.137
O -6.065 0.574 25.562 0.427 0.167 -0.104
O -6.995 -4.449 23.038 0.169 0.205 0.704
O -3.212 4.345 22.696 0.214 -0.35 0.147
O 1.558 -0.616 -5.899 -0.174 0.101 -0.25
O -6.495 6.273 -1.235 -0.058 -0.492 -0.079
O -0.089 1.84 26.175 -0.02 0.368 0.006
O 2.586 2.689 -0.56 0.008 0.242 -0.367
O -2.758 -8.139 -0.455 0.048 -0.186 -0.62
O -5.288 2.839 22.114 0.255 0.12 0.541
O 4.248 0.766 -1.352 -0.285 -0.005 -0.558
O -2.838 -5.543 22.166 -0.074 -0.001 0.208
O 6.618 -6.239 -1.187 0.264 -0.137 -0.515
O -3.029 -1.264 23.099 0.092 -0.132 0.307
O 5.625 -5.265 -3.36 -0.008 -0.193 -0.12
O -6.165 -5.158 -3.372 0.12 -0.358 0.076
O 0.155 8.147 22.135 0.101 -0.111 0.39
O -2.556 2.556 -0.318 -0.007 0.097 -0.191
O -1.527 -4.118 -1.694 0.267 0.245 -0.301
O -6.503 7.318 22.87 -0.03 0.278 0.293
O 7.258 3.78 -1.376 -0.129 0.121 -0.624
O -4.036 -4.386 -2.1 -0.018 0.294 0.255
O -7.41 -5.11 -5.627 0.41 -0.18 -0.338
O -2.76 -7.275 -6.013 0.411 0.233 -0.544
O 1.34 -5.445 -4.756 0.074 0.064 0.545
O 5.173 -2.69 22.201 0.028 0.256 0.586
O -3.079 -0.198 -3.851 -0.53 0.225 0.092
O 2.846 -2.695 -0.341 0.204 0.05 -0.598
O 7.028 -0.963 23.026 0.338 0.26 0.035
O 1.687 -7.473 -1.132 -0.24 -0.191 -0.221
O -1.064 4.322 -5.704 0.013 0.179 0.389
O 6.406 -4.359 -5.663 -0.359 0.165 -0.384
O -5.633 -0.619 -6.099 -0.225 0.115 0.374
O -4.579 -7.237 23.066 0.223 0.14 0.34
O -6.316 -2.857 -4.836 0.271 0.187 0.332
O 2.211 -6.752 23.009 0.172 -0.176 0.333
O -4.495 7.103 -5.278 -0.108 -0.301 -0.296
O 6.064 -1.207 -1.084 -0.149 -0.17 -0.428
O 0.962 1.863 -5.523 -0.338 0.238 0.278
O -5.432 0.081 -0.442 -0.1 0.163 -0.498
O 1.789 3.478 25.598 -0.019 0.403 0.124
O -7.325 2.912 25.33 -0.412 0.209 -0.222
O -6.539 5.427 25.579 0.105 -0.232 -0.651
O 5.707 2.151 -7.093 -0.345 -0.306 -0.293
O 6.122 -1.467 25.456 0.153 -0.023 0.399
O -0.112 2.775 22.054 0.112 -0.19 0.195
O -4.863 -6.674 -1.331 -0.226 -0.211 -0.258
O 0.73 0.322 -3.462 0.38 0.416 0.213
O 4.644 -5.959 24.149 0.232 -0.538 0.144
O -3.259 3.387 -6.571 0.509 -0.172 -0.54
O -5.251 -2.68 22.25 -0.046 0.199 0.007
O 5.468 5.673 24.509 0.49 0.363 0.234
O -0.555 6.766 -0.99 0.521 0.287 -0.165
O -4.239 3.956 -1.543 -0.465 -0.183 -0.317
O -7.756 -5.795 25.089 0.596 -0.654 0.138
O 2.229 -3.054 -5.323 0.06 0.065 0.733
O -4.244 6.224 -2.625 0.247 0.365 0.143
O 6.781 1.222 -1.417 0.024 0.041 0.764
O -2.259 5.079 24.99 0.272 -0.567 0.021
O 6.469 3.62 23.237 -0.024 -0.45 0.206
O -6.301 7.711 -3.429 -0.518 0.241 0.06
O 7.704 0.556 25.058 -0.464 0.261 0.293
O -6.405 -4.598 -0.952 -0.268 -0.063 0.101
O -6.984 1.267 23.213 -0.197 -0.166 0.158
O 6.53 -1.248 -5.724 0.205 0.094 0.127
O 0.072 -7.756 -4.302 -0.487 0.255 0.408
O 4.24 0.923 23.446 0.627 0.08 0.23
O 2.263 -0.056 22.249 0.064 0.192 0.003
O 1.574 4.471 23.135 -0.199 0.294 0.261
O 1.208 -0.911 -1.265 0.19 -0.024 -0.412
O 0.681 4.44 -1.347 0.037 -0.143 -0.377
O -1.971 6.906 -4.817 -0.312 -0.093 0.232
O 8.074 -2.79 -0.338 -0.143 0.032 -0.576
O 1.462 4.3 -6.293 0.424 0.402 0.04
O 2.036 0.944 24.946 -0.433 -0.206 -0.678
O 6.767 -4.383 23.77 -0.133 0.298 -0.067
O 2.576 -7.608 -3.603 0.264 -0.111 -0.267
O 5.429 5.481 -0.573 -0.071 -0.058 -0.382
O -1.566 6.436 22.961 0.293 -0.132 0.554
O 3.091 -4.335 22.947 -0.598 0.131 0.287
O 2.849 5.768 25.113 -0.179 0.375 0.304
O 5.656 -0.133 -3.439 -0.087 0.518 -0.291
O 4.361 0.824 26.142 0.649 0.101 -0.052
O -3.29 0.442 -6.413 0.112 -0.263 -0.275
O -8.104 -8.12 -0.371 0.154 -0.172 -0.436
O 7.926 1.494 -5.847 0.365 -0.315 0.064
O 7.882 -3.833 -3.569 0.105 0.214 0.714
O -4.495 -6.914 -4.144 -0.075 -0.019 0.442
O 5.908 2.527 -4.525 -0.305 -0.093 0.32
O 4.473 7.816 25.527 0.038 0.426 -0.271
O 2.341 -5.671 25.332 -0.45 -0.058 0.068
O 3.475 2.657 -5.798 -0.033 -0.105 0.345
O -1.162 -4.315 23.575 0.405 0.126 0.311
O 4.567 -3.562 25.102 -0.121 -0.06 -0.037
O 3.982 -1.075 -5.21 -0.204 0.284 0.066
O 0.08 -5.563 -0.414 0.027 -0.078 -0.251
O 5.912 7.099 -6.65 0.024 0.065 0.474
O -2.401 -5.381 -3.979 0.507 0.072 -0.313
O -7.641 -2.019 -7.006 0.142 -0.361 -0.051
O -2.085 -6.299 25.225 -0.209 -0.148 -0.496
O -5.659 7.921 25.217 0.192 0.436 0.171
O 5.611 -8.095 22.052 0.083 -0.079 0.224
O 5.365 4.554 -5.886 0.056 0.288 0.619
O -4.216 -5.061 -5.889 -0.342 0.163 0.255
O -6.451 5.13 -3.643 -0.045 -0.481 0.418
O -8.064 2.19 -3.321 0.605 -0.408 -0.363
O -4.096 6.556 23.628 -0.069 -0.232 -0.078
O -1.932 1.003 22.625 -0.616 0.326 0.022
O 4.09 -6.649 -1.714 0.011 0.068 0.23
O -0.922 -0.097 -5.431 -0.027 -0.446 -0.298
O -1.872 4.886 -2.087 0.01 -0.19 0.17
O -0.472 -4.248 26.117 0.325 0.05 -0.081
O -2.702 -2.779 -3.617 -0.296 0.113 -0.751
O -1.159 -1.166 -2.313 -0.02 -0.644 -0.076
O 8.035 4.018 -5.141 -0.324 0.247 0.034
O 5.767 3.474 25.894 0.173 -0.428 0.111
O 0.11 6.051 -3.394 0.334 -0.085 -0.227
O -5.507 -3.119 25.636 -0.006 0.057 -0.282
O -0.542 1.092 -1.217 0.045 -0.013 -0.09
O 3.542 -1.245 24.908 -0.261 -0.251 -0.134
O -3.29 4.277 -4.126 -0.393 0.094 -0.185
O -0.314 -3.745 -6.006 -0.299 0.032 0.474
O 3.914 3.648 24.002 -0.025 -0.419 -0.344
O -2.658 2.312 26.225 -0.229 0.34 -0.483
O 6.979 -6.841 -6.255 -0.229 -0.082 0.599
O 3.623 7.147 -1.55 -0.181 -0.217 -0.512
O 1.905 -7.528 -6.163 -0.071 -0.187 0.165
O 6.28 -5.141 26.178 -0.37 0.014 0.408
O -3.652 -1.452 -1.53 -0.075 -0.093 -0.247
O -7.728 -1.983 24.856 0.115 -0.161 -0.506
O 0.287 6.553 -5.965 0.062 0.459 -0.177
O -3.004 -3.845 25.426 -0.156 0.149 -0.279
O 4.826 -4.27 -1.069 0.116 0.374 -0.285
O -2.061 2.071 -4.669 -0.011 -0.055 0.634
O -5.751 3.983 -5.893 0.083 -0.243 0.358
O 5.492 -2.706 -3.811 -0.055 -0.002 0.389
O 7.689 -6.551 22.712 0.131 -0.446 0.096
O -2.636 7.346 26.128 -0.392 0.011 -0.146
O -1.664 0.052 24.986 -0.23 -0.272 0.556

Results
total energy: -101653.035 eV
total energy less fixed offsets of O -438.25, Si -107.07 eV per atom: 0.165 eV
